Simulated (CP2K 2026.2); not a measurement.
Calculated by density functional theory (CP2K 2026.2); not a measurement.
Periodic cell of 521 atoms, Si360O161, from a study of silicon, its oxide and their interface. The atomic structure is a simulated model.
Doubt: the forces sum to 3.30 eV/angstrom along one axis rather than to zero, so they err by at least 0.0063 eV/angstrom per atom on average; the grid cutoff is modest.

Settings
functional: PBE
method: Gaussian and plane waves
basis set: DZVP-MOLOPT-SR-GTH
pseudopotentials: GTH-PBE
grid cutoff: 300 Ry, relative cutoff 40 Ry
k points: Gamma only
occupations: fixed
spin: none
net charge: 0

Cell vectors (angstrom)
a 16.32 0 0
b 0 16.32 0
c -0.7603 -5.6366 34.2096

Atoms and the computed forces on them: element, x, y, z (angstrom), force x, y, z (eV/angstrom)
Si 0.5 0.497 0.367 -0.008 0.046 -0.009
Si -9.217 7.39 -4.957 0.003 -0.028 -0.002
Si 3.527 5.821 -7.427 -0.096 -0.029 -0.02
Si -3.563 6.532 -3.686 0.068 0.065 -0.035
Si -0.558 -5.913 0.247 -0.087 -0.154 0.593
Si -0.598 -1.684 -8.501 0.055 -0.028 -0.072
Si 2.541 1.11 -5.13 -0.031 0.017 -0.064
Si 0.624 -2.038 23.992 0.078 0.051 -0.032
Si 2.196 2.228 0.175 -0.198 -0.072 0.528
Si -9.711 6.9 -2.134 0.048 0.044 -0.01
Si 2.262 7.713 0.031 -0.163 -0.246 0.594
Si -4.868 -4.783 0.278 0.12 0.091 0.526
Si -1.302 -5.256 -2.636 0.025 0.013 0.282
Si -4.851 0.321 0.121 0.012 0.017 -0.082
Si -5.343 -2.076 24.678 0.125 0.003 -0.1
Si -3.103 -7.608 -1.875 0.239 0.136 0.743
Si -8.107 -6.127 -4.021 -0.064 0.145 0.14
Si 0.587 -4.356 -4.593 0.095 -0.052 0.095
Si -2.418 -2.54 -1.708 -0.11 -0.303 0.605
Si 3.323 3.779 -2.154 -0.077 -0.136 0.082
Si 0.49 5.973 -0.083 0.153 0.146 0.596
Si -1.156 5.479 -5.388 0.131 0.167 0.079
Si 1.797 -1.224 -6.855 0.042 -0.019 0.044
Si 3.027 -2.409 0.115 -0.115 -0.086 0.728
Si 5.137 -0.14 0.143 0.142 -0.033 0.723
Si -7.865 2.999 0.091 0.247 0.122 0.515
Si 5.308 5.203 -0.065 -0.009 0.067 0.775
Si -7.962 8.386 -0.09 -0.175 -0.18 0.771
Si -8.32 -4.136 -6.459 0.053 -0.104 0.018
Si -8.523 -3.071 0.072 -0.175 -0.176 0.492
Si -4.02 -1.35 1.538 0.001 -0.016 0.004
Si -3.19 2.099 0.166 -0.179 -0.138 0.556
Si -6.158 4.758 -0.139 -0.027 -0.052 0.067
Si -2.277 8.736 0.28 0.004 0.011 -0.005
Si -5.896 -6.407 -1.822 0.073 0.099 -0.021
Si -1.399 -4.174 1.584 0.057 -0.043 -0.026
Si -1.365 1.373 1.481 0.02 0 -0.003
Si 1.311 4.138 1.273 -0.007 0.005 -0.006
Si -1.296 6.843 1.259 0.025 -0.035 -0.023
Si 1.306 9.449 1.326 0.044 -0.019 -0.068
Si -3.114 -3.176 0.39 0.014 -0.01 -0.018
Si 1.442 -1.318 1.502 0.044 -0.042 -0.04
Si 3.944 1.325 1.492 -0.019 0.027 -0.018
Si 6.72 3.969 1.376 0.053 -0.004 -0.041
Si 4.086 6.778 1.247 -0.035 0.008 -0.064
Si 6.89 9.634 1.271 -0.035 -0.042 -0.049
Si 4.227 12.284 1.296 -0.035 -0.03 -0.045
Si -9.551 -1.365 1.349 -0.001 -0.002 -0.062
Si -6.7 1.316 1.283 -0.036 -0.008 -0.04
Si -4.248 3.966 1.177 -0.025 0.066 -0.049
Si -6.879 6.683 1.146 0.033 0.017 -0.051
Si -4.043 -6.66 1.494 -0.026 0.044 -0.048
Si -6.769 -3.972 1.41 -0.021 -0.018 -0.005
Si -4.699 -0.518 -2.125 -0.025 0.379 0.77
Si -2.605 -0.054 2.863 -0.044 0.011 -0.008
Si -0.07 2.861 2.744 0.037 -0.014 -0.031
Si -2.78 5.414 2.488 -0.021 -0.015 -0.057
Si 0.008 8.118 2.784 -0.048 -0.021 -0.028
Si -2.743 -5.441 3.003 0 0.01 -0.034
Si 0.031 -2.728 2.749 -0.019 0.036 0.03
Si 2.718 -0.014 2.944 -0.012 -0.033 0.003
Si 5.4 2.648 2.764 -0.016 0.018 0.004
Si 2.772 5.391 2.673 -0.03 0.032 -0.018
Si 5.44 8.228 2.563 0.05 -0.045 0.003
Si 2.761 10.876 2.572 0.001 0.015 -0.019
Si 5.459 -2.696 2.791 -0.018 0.009 -0.014
Si -8.128 -0.009 2.644 0.009 0.006 0.003
Si -5.453 2.687 2.744 -0.006 0.002 -0.02
Si -8.253 5.456 2.65 0.026 -0.009 -0.017
Si -5.464 8.094 2.567 -0.037 -0.025 -0.026
Si -8.067 -5.439 2.736 -0.032 0.024 -0.019
Si -5.502 -2.61 2.845 0.022 -0.021 -0.027
Si -1.288 -1.408 4.195 0.032 -0.005 0.01
Si 1.304 1.441 4.115 -0.003 -0.043 -0.02
Si -1.448 4.174 4.051 -0.041 0.002 0.016
Si 1.408 6.757 4.07 0.022 -0.001 -0.011
Si -1.335 9.461 4.188 0.006 -0.022 0.025
Si 1.425 12.209 4.032 0 -0.011 0.016
Si 4.122 -1.376 4.205 0.01 -0.01 0.011
Si 6.823 1.316 4.058 0.012 -0.02 0.018
Si 4.087 4.065 4.094 -0.012 0.002 0.007
Si -9.559 6.853 4.001 -0.02 0.034 0.009
Si 4.086 9.533 3.99 0.001 0.004 -0.004
Si -9.474 12.234 4.088 -0.006 0.014 -0.042
Si -6.856 -1.291 4.162 -0.011 0.024 0.021
Si -4.052 1.356 4.101 -0.031 -0.006 0.002
Si -6.848 4.093 4.027 0 -0.009 -0.043
Si -4.08 6.773 3.947 0.024 0.025 0.019
Si -6.765 -6.867 4.04 0.045 -0.001 0.011
Si -4.14 -4.017 4.193 0.015 0.005 0.022
Si 0.02 0.032 5.497 -0.013 -0.009 0.019
Si 2.714 2.739 5.467 -0.026 -0.004 -0.001
Si -0.017 5.458 5.425 -0.017 -0.005 0.014
Si 2.754 8.163 5.393 -0.016 0 0.006
Si 0.056 10.869 5.444 0.021 0.038 -0.03
Si 2.733 -2.761 5.473 -0.032 -0.009 0.003
Si 5.493 -0.004 5.495 0.021 -0.002 0.005
Si -8.174 2.726 5.412 0.003 -0.017 -0.005
Si -10.877 5.469 5.399 0.016 0.016 -0.002
Si -8.17 8.152 5.401 -0.002 -0.001 0.002
Si -10.873 10.869 5.402 -0.022 0.001 0.014
Si -8.172 -2.715 5.483 0.009 -0.007 0.012
Si -5.439 0.039 5.474 -0.002 0.001 0.016
Si -2.728 2.758 5.439 0.007 -0.011 0.011
Si -5.446 5.443 5.364 0.042 0.028 -0.007
Si -2.748 8.09 5.434 -0.021 -0.021 0
Si -5.464 -5.476 5.459 0.006 0.002 -0.017
Si -2.717 -2.714 5.52 -0.004 0.013 0.012
Si -1.362 1.354 12.246 0.01 -0.021 -0.001
Si 1.379 4.098 12.247 -0.013 0.012 0.006
Si -1.346 6.813 12.231 -0.015 0.019 -0.003
Si 1.37 9.501 12.239 0.014 -0.004 -0.004
Si -1.374 -4.072 12.225 0.001 0.012 0.001
Si 1.34 -1.374 12.235 0.01 -0.023 -0.007
Si 4.077 1.389 12.217 -0.011 0.006 0
Si -9.514 4.082 12.241 0.014 -0.013 -0.009
Si 4.099 6.778 12.251 0.004 -0.003 -0.005
Si -9.522 9.489 12.265 -0.017 0.003 0.002
Si 4.057 -4.113 12.248 -0.006 0.006 -0.009
Si 6.818 -1.36 12.225 0.016 -0.001 0.01
Si -6.805 1.371 12.237 -0.015 0.006 -0.012
Si -4.069 4.083 12.244 0.008 -0.008 0.005
Si -6.812 6.809 12.241 -0.001 0.007 -0.002
Si -4.076 9.536 12.239 0.012 -0.003 -0.001
Si -6.784 -4.087 12.243 0.009 -0.005 0.002
Si -4.089 -1.348 12.23 -0.006 0.02 -0.003
Si -2.744 0.005 13.607 0.021 -0.01 0.003
Si 0.001 2.736 13.58 0.01 0.015 -0.01
Si -2.691 5.447 13.583 0.014 0.003 -0.006
Si 0.011 8.16 13.61 -0.002 -0.015 -0.006
Si -2.727 -5.409 13.608 0.005 -0.002 -0.003
Si -0.026 -2.731 13.604 0.006 0.025 -0.01
Si 2.704 0.022 13.543 -0.008 -0.015 -0.018
Si 5.437 2.731 13.599 0.009 0.021 -0.002
Si 2.761 5.427 13.64 0.004 -0.017 0.004
Si 5.447 8.114 13.64 0.022 -0.006 -0.009
Si 2.709 10.838 13.63 -0.009 0.012 -0.008
Si 5.439 -2.731 13.545 -0.012 -0.007 -0.025
Si -8.152 0.003 13.6 0.006 -0.007 0.002
Si -5.44 2.726 13.595 -0.009 -0.007 -0.005
Si -8.16 5.442 13.609 -0.012 0.005 -0.018
Si -5.444 8.172 13.583 -0.021 0.005 -0.006
Si -8.139 -5.468 13.593 0.014 -0.004 -0.007
Si -5.445 -2.695 13.604 -0.011 -0.003 0.007
Si -1.389 -1.36 14.96 0.001 -0.037 0.004
Si 1.377 1.389 14.918 -0.008 -0.013 -0.001
Si -1.357 4.077 14.958 0.023 0.018 0.003
Si 1.362 6.774 14.97 -0.023 0.028 -0.013
Si -1.338 -6.76 14.949 0.001 0.002 0
Si 1.312 -4.121 14.961 -0.028 -0.034 -0.008
Si 4.072 -1.349 14.854 0.016 0.001 -0.002
Si -9.544 1.345 14.936 -0.02 -0.03 0.015
Si 4.142 4.083 15.033 -0.027 0.028 0.002
Si -9.519 6.75 15.025 -0.003 0.013 0
Si 4.074 9.461 14.991 -0.023 0.027 0.008
Si -9.52 -4.088 14.892 0.002 -0.009 -0.017
Si -6.787 -1.328 14.987 0.001 0.005 0.021
Si -4.101 1.373 14.976 0.02 -0.013 0.002
Si -6.771 4.109 14.949 -0.014 0.01 0.02
Si -4.059 6.818 14.902 0.012 0.007 -0.031
Si -6.802 9.489 14.986 0.003 -0.002 -0.016
Si -4.095 -4.043 14.974 0.007 0.006 0.007
Si -0.052 0.083 16.237 0.025 -0.008 0.005
Si 2.788 2.66 16.32 0.003 -0.029 -0.02
Si 0.06 5.362 16.332 0.002 0.002 -0.001
Si 2.675 8.126 16.373 -0.012 -0.015 -0.023
Si -0.034 -5.441 16.416 0.013 0.036 -0.005
Si 2.708 -2.702 16.17 -0.005 -0.033 -0.008
Si 5.401 -0.046 16.275 0 -0.009 -0.053
Si -8.171 2.732 16.233 0.026 0.005 0.003
Si 5.481 5.425 16.487 0.013 -0.001 0.026
Si -8.118 8.074 16.368 0.017 0.002 -0.022
Si 5.502 10.834 16.254 0.009 -0.034 0.004
Si -8.214 -2.702 16.26 -0.023 0.025 -0.037
Si -5.405 0.006 16.39 0.001 -0.021 0.007
Si -2.776 2.782 16.318 -0.018 -0.003 -0.025
Si -5.37 5.477 16.295 -0.004 -0.033 -0.006
Si -2.706 -8.137 16.238 0.004 0.03 -0.014
Si -5.478 -5.404 16.307 0.033 0.015 -0.013
Si -2.721 -2.717 16.375 0.02 0.005 -0.002
Si -1.415 1.442 17.631 0.003 -0.021 0.058
Si 1.452 3.963 17.707 -0.046 0.023 0.021
Si -1.351 6.788 17.544 0.014 -0.001 0.048
Si 1.335 -6.827 17.771 0.004 -0.02 0
Si -1.427 -4.086 17.808 0.006 0.004 -0.029
Si 1.327 -1.32 17.465 -0.011 -0.014 0.037
Si 4.107 1.279 17.714 0.006 0.052 0.026
Si -9.389 4.017 17.784 0.001 0.007 0.051
Si 3.998 6.78 17.789 -0.012 -0.049 0.034
Si -9.468 9.472 17.664 0.01 0.037 0.037
Si 4.1 -4.065 17.464 0.017 0.038 0.007
Si 6.75 -1.375 17.654 0.028 -0.016 0.006
Si -6.823 1.426 17.632 0.01 0.038 -0.026
Si -4.086 4.136 17.749 -0.048 -0.047 -0.009
Si -6.696 6.756 17.742 -0.086 0 0.015
Si -4.049 -6.753 17.589 0.024 -0.012 0.012
Si -6.903 -4.04 17.624 0.005 -0.053 0.021
Si -5.555 -2.68 18.978 -0.022 0.05 0.002
Si -0.853 -0.85 20.326 -0.001 0.022 -0.018
Si -0.013 2.682 19.055 0.041 0.013 -0.033
Si -2.673 5.536 19.03 -0.016 0.065 0.063
Si -0.059 8.045 19.043 0.061 0.013 0.021
Si -2.82 -5.478 19.17 -0.037 0.06 0.032
Si -0.026 -2.551 18.916 -0.045 0.005 0.031
Si 2.617 -0.076 18.967 -0.009 -0.046 0.089
Si 5.777 2.35 19.033 -0.119 0.161 -0.745
Si 2.755 5.286 19.176 0.064 -0.068 0.107
Si 5.233 8.385 18.977 -0.023 0.039 0.012
Si 2.714 -5.274 18.895 -0.026 -0.028 0.059
Si 5.358 -2.764 18.967 -0.011 -0.014 0.082
Si -8.34 0.173 18.921 0.388 -0.38 -0.173
Si -5.872 3.152 18.965 -0.085 0.158 -0.479
Si -7.517 4.916 18.994 0.008 -0.025 0.043
Si -5.356 -8.08 18.998 -0.029 0.013 0.055
Si -8.187 -5.44 19.05 0.045 0.017 -0.032
Si -4.023 -1.344 17.783 -0.012 0.068 0.005
Si -2.648 0.107 19.128 0.271 -0.408 -0.308
Si 0.866 0.845 20.279 -0.031 -0.008 0.049
Si -0.895 4.548 20.221 0.171 0.126 -0.514
Si 0.878 6.215 20.258 -0.008 -0.01 -0.005
Si -1.875 -7.387 20.276 -0.171 -0.071 -0.558
Si 1.737 -3.51 20.032 -0.015 0.031 -0.002
Si 3.523 -1.893 20.17 -0.184 -0.103 -0.538
Si -8.157 3.78 23.645 -0.005 0.152 -0.072
Si 4.233 6.121 22.959 0.006 -0.03 -0.164
Si -10.391 7.502 20.946 -0.124 0.13 -0.621
Si 4.501 -6.03 20.171 0.073 0.252 -0.518
Si 6.356 -4.462 20.255 0.025 -0.005 0.057
Si -6.785 -1.059 20.245 -0.119 0.053 -0.793
Si -4.808 1.31 21.099 0.02 0.048 -0.092
Si -8.213 5.507 21.147 0.362 -0.066 -0.49
Si -3.642 7.305 20.303 0.002 -0.001 0.03
Si -6.375 -6.369 20.255 0.121 0.182 -0.525
Si -4.75 -4.52 20.264 -0.053 -0.274 -0.578
Si -3.473 -3.801 22.96 -0.011 -0.001 -0.007
Si -1.992 2.635 -5.324 -0.052 -0.067 0.141
Si -3.882 0.427 23.739 0.082 0.049 0.032
Si -9.35 3.093 -6.666 -0.068 -0.053 0.057
Si 1.315 2.243 25.014 0.119 -0.023 0.007
Si 1.93 -2.375 -2.613 -0.033 -0.092 0.168
Si 3.921 -6.51 -7.753 -0.027 0.012 0.001
Si -4.57 8.076 -6.071 0.091 0.048 -0.07
Si -5.276 -0.331 -8.13 0.143 -0.074 -0.047
Si -8.402 0.807 24.464 -0.068 0.019 0.069
Si -9.302 -1.763 -5.081 0.024 0.028 0.048
Si 3.843 3.94 20.876 -0.321 0.372 -0.667
Si -7.9 -8.02 22.279 0.023 0.007 -0.077
Si 2.02 1.68 22.122 -0.273 -0.332 -0.426
Si -5.607 -3.216 -7.454 0.068 -0.092 -0.036
Si -3.763 7.072 22.657 -0.048 0.059 -0.614
Si 4.597 -2.818 -4.009 -0.06 -0.118 0.034
Si -1.336 5.154 23.121 0 -0.023 -0.185
Si -9.688 -4.119 22.59 -0.079 -0.205 -0.757
Si -7.675 -1.421 -2.521 -0.066 -0.119 0.163
Si -0.064 -0.348 -1.666 0.122 0.101 0.58
Si 1.211 -4.28 22.117 0.171 0.062 -0.69
Si 5.167 2.333 -4.256 -0.04 0.056 0.092
Si -6.629 3.985 -5.219 -0.052 -0.064 0.022
Si -0.468 -6.916 -8.416 0.114 0.089 -0.069
Si -3.642 2.209 -2.726 0.115 -0.076 0.076
Si -5.667 4.475 -2.453 -0.266 0.109 0.622
Si 3.964 0.19 -8.427 -0.004 0.057 -0.093
Si -3.76 -5.425 -7.006 -0.086 -0.002 -0.143
Si -0.177 -7.014 22.803 -0.159 -0.014 -0.092
Si 3.917 -5.304 23.012 0.019 -0.123 -0.336
Si -6.932 6.55 -6.761 -0.078 0.074 0.057
Si -1.686 -1.405 22.453 0.356 0.103 -0.527
Si 0.585 4.866 -2.999 0.001 0.041 0.03
Si 2.988 -4.107 -6.206 -0.018 0.023 0.031
Si 3.98 7.811 -5.395 0.032 -0.073 0.043
Si -0.816 -4.347 -7.128 0.013 0.029 -0.05
Si -9.625 0.097 -7.406 0.031 -0.038 -0.047
Si -4.6 2.326 -6.728 -0.03 0.08 -0.043
Si 6.078 11.477 0.011 0.075 0.078 -0.017
Si -9.732 -5.63 -8.881 -0.057 0.031 0
Si 3.913 -7.757 -2.5 -0.052 0.036 0.146
Si -3.7 -6.446 24.269 0.024 -0.052 -0.025
Si -9.361 1.23 -1.996 -0.011 0.094 0.141
Si -10.662 -5.191 -2.27 0.13 -0.002 0.616
Si 0.077 1.873 -3.644 0.039 0.018 -0.043
Si -2.189 7.176 -7.682 0.003 -0.12 -0.029
Si -5.718 5.61 24.536 0.078 0.067 0.031
Si -10.263 5.316 -8.773 -0.043 -0.067 -0.045
Si 2.709 2.81 -7.724 0.016 -0.089 -0.067
Si -7.821 -1.864 22.99 -0.005 -0.018 0.048
Si 3.436 -0.813 23.042 0.017 -0.021 -0.157
Si 1.233 6.603 22.546 -0.143 -0.16 -0.684
Si -8.639 -6.29 24.499 -0.039 -0.039 -0.161
Si -1.374 1.39 6.814 -0.008 -0.004 0.006
Si 1.338 4.094 6.801 -0.006 -0.006 0.001
Si -1.365 6.788 6.815 0.009 0.015 0.01
Si 1.401 9.505 6.794 -0.008 -0.009 0.004
Si -1.329 -4.101 6.81 -0.019 -0.002 -0.003
Si 1.383 -1.362 6.82 0.014 0.007 -0.003
Si 4.09 1.366 6.807 0.006 -0.004 -0.004
Si -9.524 4.097 6.767 0 0.008 0.005
Si 4.092 6.812 6.776 -0.01 0 0.001
Si -9.519 9.514 6.775 0.005 -0.006 0.001
Si 4.1 -4.116 6.815 0.002 0.014 -0.001
Si -9.509 -1.371 6.864 -0.011 0 0.008
Si -6.807 1.398 6.809 0.014 -0.006 0.007
Si -4.1 4.107 6.784 -0.004 -0.022 -0.002
Si -6.795 6.796 6.755 -0.022 0.006 0.002
Si -4.08 -6.829 6.794 0.02 0.002 0.012
Si -6.813 -4.099 6.815 -0.013 -0.003 0.003
Si -4.086 -1.334 6.833 0.008 0.003 0.009
Si -2.727 0.028 8.176 -0.028 0.021 0.002
Si -0.001 2.729 8.173 0.004 -0.016 0.001
Si -2.726 5.434 8.171 0.016 -0.01 -0.003
Si 0.009 8.164 8.15 -0.008 0.015 -0.001
Si -2.705 -5.464 8.148 0.02 -0.012 0.011
Si 0.005 -2.719 8.169 -0.015 0.007 -0.003
Si 2.744 -0.005 8.177 0.007 -0.019 0.006
Si -10.876 2.742 8.148 -0.018 0.003 0
Si 2.719 5.459 8.137 -0.009 0.019 -0.008
Si -10.87 8.156 8.146 0.001 -0.003 -0.003
Si 2.739 -5.465 8.178 0.01 -0.009 0.004
Si -10.883 -2.74 8.192 0.001 0.008 0.002
Si -8.142 0.013 8.177 -0.005 -0.024 -0.006
Si -5.445 2.75 8.163 -0.013 0.014 0.014
Si -8.149 5.44 8.132 0.019 -0.012 0.004
Si -5.452 8.149 8.152 -0.007 0.005 -0.008
Si -8.179 -5.45 8.167 -0.011 0.017 0.002
Si -5.441 -2.727 8.159 0.023 -0.006 -0.012
Si -1.365 -1.352 9.514 0.002 0.007 -0.005
Si 1.362 1.359 9.52 -0.009 0.005 0
Si -1.357 4.084 9.537 -0.003 -0.02 0.009
Si 1.37 6.806 9.512 -0.001 -0.003 -0.012
Si -1.348 9.515 9.521 -0.002 0.002 0.004
Si 1.364 -4.092 9.519 0.01 0.004 -0.001
Si 4.085 -1.369 9.547 -0.005 -0.008 0.005
Si -9.519 1.376 9.513 0.013 0.004 -0.005
Si -12.241 4.098 9.501 -0.011 -0.005 -0.007
Si -9.511 6.794 9.5 -0.001 0.007 -0.006
Si -12.224 9.496 9.531 0.007 0.004 0.005
Si -9.524 -4.101 9.548 -0.009 -0.007 0
Si -6.79 -1.362 9.525 -0.001 0.003 -0.005
Si -4.088 1.384 9.525 0.008 -0.008 0.003
Si -6.802 4.097 9.523 0.005 -0.005 0.001
Si -4.086 6.802 9.525 0 0.01 0.004
Si -6.806 9.514 9.517 -0.01 0.007 0.004
Si -4.069 -4.087 9.5 -0.008 0.005 -0.001
Si -0.007 -0.003 10.877 0.001 -0.012 0.004
Si 2.718 2.741 10.861 0.003 -0.005 -0.005
Si 0.017 5.454 10.88 0.023 0.021 0
Si 2.735 8.14 10.889 -0.001 0.008 -0.005
Si 0.004 10.875 10.888 -0.012 -0.003 0.004
Si 2.711 -2.737 10.889 -0.012 0.005 0.004
Si 5.452 0.013 10.881 0.008 -0.001 0.004
Si -8.16 2.73 10.876 -0.004 0.002 -0.004
Si -10.869 5.437 10.87 -0.009 0 -0.002
Si -8.168 8.154 10.873 0.01 -0.002 0.004
Si -10.883 10.852 10.906 -0.005 -0.003 0.004
Si -8.147 -2.73 10.88 -0.013 -0.005 -0.005
Si -5.444 0.014 10.878 0.009 -0.012 -0.002
Si -2.717 2.722 10.889 -0.005 0 0.007
Si -5.441 5.446 10.893 -0.012 -0.001 0.005
Si -2.719 8.166 10.879 0.01 -0.003 0.002
Si -5.431 -5.437 10.865 0.012 0.01 -0.004
Si -2.729 -2.712 10.866 0.002 -0.005 0.001
O -3.97 -5.751 -8.581 0.062 -0.394 -0.071
O -7.442 -1.958 21.428 -0.302 -0.674 0.024
O -2.711 2.304 -1.398 0.692 0.229 -0.02
O 0.902 -3.283 -3.44 -0.377 0.035 -0.123
O -8.601 7.886 -1.51 0.224 0.014 -0.502
O -0.623 -6.902 24.339 -0.003 0.026 0.363
O 4.09 -1.27 -0.444 0.027 -0.283 -0.675
O 2.604 2.523 -1.405 -0.121 -0.359 -0.329
O -9.855 5.642 -1.146 0.426 -0.449 -0.194
O -8.416 -0.056 -2.123 0.188 0.141 0.256
O -3.665 -1.747 -2.356 -0.147 -0.323 -0.576
O -6.84 -6.852 -0.581 -0.064 0.153 0.364
O -8.432 -7.583 -4.602 0.352 -0.085 -0.016
O -0.341 -5.489 -3.917 -0.163 -0.726 -0.35
O -3.487 1.062 20.186 0.186 0.218 -0.081
O -9.451 1.236 19.577 0.033 -0.096 0.477
O -5.521 2.645 20.508 -0.26 0.277 0.569
O -9.718 6.029 20.816 -0.18 -0.661 -0.432
O 0.957 8.175 22.757 0.426 0.199 -0.001
O -8.244 -7.723 23.836 0.116 -0.482 0.114
O 4.11 -6.303 21.76 0.106 -0.485 0.27
O -6.774 -0.207 -8.654 -0.372 0.374 0.018
O -0.067 3.384 -3.079 -0.325 -0.035 0.139
O -8.299 4.194 22.087 0.029 -0.653 -0.265
O -2.317 6.426 23.016 0.209 0.406 -0.1
O 3.939 -1.621 21.74 0.496 -0.128 0.123
O -5.756 0.006 20.939 0.204 -0.118 0.277
O -5.043 -0.522 24.349 -0.546 0.274 0.221
O -1.461 -7.327 21.872 -0.479 0.004 0.547
O -2.949 -0.464 22.776 -0.222 -0.043 -0.09
O 2.283 -3.071 -1.188 0.094 -0.507 -0.059
O 4.748 7.351 22.045 -0.155 0.281 0.298
O 3.732 1.805 -8.49 0.247 0.247 -0.199
O 1.444 3.148 -8.674 -0.214 0.036 0.404
O -5.197 -5.03 -1.329 -0.118 0.402 -0.568
O 4.415 -6.219 -2.517 -0.37 0.311 -0.25
O 1.275 -0.936 -2.357 0.405 0.218 -0.337
O 2.631 3.038 21.472 -0.365 0.204 -0.152
O -0.656 -1.104 23.688 0.011 0.5 0.556
O -9.252 6.461 -3.618 0.138 -0.419 -0.157
O 4.495 -1.032 24.225 0.193 -0.367 0.096
O -7.895 -5.149 -5.282 0.465 0.074 -0.073
O 0.072 5.613 -1.646 -0.573 0.171 -0.212
O -4.095 -6.713 -6.114 -0.319 0.215 0.421
O -4.795 3.359 -7.952 -0.287 0.573 0.251
O -5.111 -5.854 24.763 -0.207 0.213 -0.4
O -3.897 -7.813 23.426 -0.012 0.1 0.155
O -9.978 0.714 24.783 -0.271 0.473 0.219
O -4.578 -3.972 21.8 -0.144 0.442 0.213
O -1.764 4.219 24.345 -0.448 -0.051 -0.004
O -2.833 2.855 -3.95 0.109 0.269 0.126
O -8.003 -2.564 -1.416 -0.078 -0.207 -0.279
O 5.182 7.64 -2.131 -0.046 -0.144 0.251
O 5.158 -4.308 23.206 -0.117 0.475 0.329
O -8.506 2.44 -1.335 0.068 0.188 -0.469
O -8.143 -1.919 -3.977 0.249 -0.204 -0.264
O 2.28 -2.753 -6.73 -0.097 -0.139 -0.307
O -6.791 4.311 -3.633 -0.803 0.174 -0.161
O 0.677 -8.023 -8.541 -0.217 -0.289 0.079
O -9.33 -5.673 -3.065 0.027 0.038 -0.06
O 5.063 6.082 24.341 0.149 0.263 0.264
O -2.231 -2.941 22.396 0.307 -0.423 -0.394
O -10.73 -1.591 -4.35 -0.186 0.56 0.006
O -9.228 1.664 -7.422 0.105 0.074 -0.184
O -2.684 7.331 -2.598 0.615 -0.341 0.153
O 3.622 -7.308 -6.393 -0.525 0.318 0.229
O 5.088 -0.094 -7.306 -0.269 0.058 0.537
O -4.76 -4.24 -6.551 0.041 -0.128 0.405
O -2.989 -5.284 23.387 0.599 -0.178 -0.344
O -1.163 -1.524 -1.566 0.159 -0.158 0.297
O -7.971 2.193 23.781 0.312 -0.208 -0.013
O -4.43 7.568 -4.556 -0.427 -0.11 0.068
O -8.858 -4.886 -7.765 -0.047 -0.035 0.029
O 5.044 2.992 20.341 0.432 -0.051 0.371
O -6.734 -6.181 -3.171 0.286 0.03 -0.644
O -5.431 2.914 -5.467 0.36 -0.395 0.304
O -3.045 1.034 24.986 0.418 0.212 -0.027
O -2.285 -4.865 -6.779 -0.114 -0.047 0.606
O -10.563 3.062 -5.58 -0.359 0.527 0.088
O 5.252 -3.742 -2.861 -0.029 0.348 0.313
O 4.105 4.548 -0.958 -0.26 -0.056 0.045
O -6.349 6.936 25.223 -0.329 0.258 -0.453
O 3.668 -6.096 24.381 -0.049 -0.607 -0.008
O -2.534 5.756 -4.618 -0.143 -0.291 -0.323
O -1.259 3.956 -5.875 0.442 -0.143 -0.297
O 5.025 6.198 -7.901 0.222 0.521 -0.006
O -10.617 0.799 -1.067 -0.042 0.384 -0.335
O 2.38 3.438 25.251 0.122 0.328 -0.303
O -5.111 0.854 -7.077 -0.147 -0.177 0.282
O 2.203 4.729 -2.856 0.416 0.327 -0.041
O 0.058 -5.641 -7.574 0.819 -0.029 0.182
O 4.095 1.211 -4.717 0.205 -0.264 -0.273
O 2.66 -4.34 22.803 0.251 0.574 0.306
O 4.388 3.373 -3.291 0.315 0.153 -0.045
O -1.374 4.252 21.775 -0.287 -0.476 0.185
O -7.103 -3.18 -6.889 -0.139 0.345 -0.02
O 4.453 4.748 22.136 0.46 -0.181 0.367
O 0.48 -5.706 22.157 0.17 -0.177 -0.161
O -1.128 6.368 -6.743 0.632 0.069 -0.319
O 3.362 8.137 -3.95 -0.614 0.072 0.021
O 3.265 0.748 22.629 0.553 0.152 0.007
O -3.67 7.145 -7.046 -0.079 -0.444 0.167
O -7.5 6.742 21.989 0.665 -0.206 0.215
O 1.639 1.6 -3.898 0.259 0.125 0.249
O 2.661 6.29 23.23 -0.044 0.123 0.768
O 3.32 6.442 -5.951 -0.479 -0.463 0.577
O -4.733 -7.518 -1.977 -0.26 -0.505 -0.27
O 1.124 2.046 23.424 -0.66 -0.114 0.176
O 2.216 2.096 -6.375 -0.268 0.174 -0.003
O 0.161 5.705 23.375 0.208 -0.244 0.403
O -4.498 1.517 22.689 -0.072 0.484 0.575
O -6.116 7.928 -6.523 -0.258 0.521 -0.021
O -9.491 4.153 24.459 -0.383 -0.481 -0.084
O -10.831 -6.536 -8.124 0.292 -0.558 0.23
O -6.752 -7.01 21.744 0.375 -0.023 0.147
O -4.108 0.691 -3.048 0.09 -0.191 -0.403
O 1.956 -4.921 -5.242 0.038 -0.648 0.123
O -9.578 4.208 -7.815 0.146 -0.098 -0.243
O 2.584 -0.525 -8.067 -0.236 0.007 -0.384
O -2.079 -1.06 -8.59 -0.221 0.445 0.654
O -1.981 -3.786 -2.652 -0.114 0.052 -0.487
O -4.9 6.051 23.218 -0.081 -0.26 -0.347
O 4.27 -3.728 -5.306 0.562 -0.465 -0.017
O -9.446 -3.136 -5.912 -0.622 -0.054 -0.254
O -4.998 3 -2.36 -0.505 -0.13 -0.031
O 3.258 -2.143 -3.464 -0.086 0.322 -0.233
O -0.585 0.855 -2.598 -0.42 0.283 0.038
O -6.202 5.357 -5.963 0.362 -0.04 0.106
O -9.207 -0.655 -8.786 -0.506 -0.207 0.034
O -0.243 -3.662 -5.79 -0.062 0.465 0.046
O -7.993 3.42 -5.858 -0.108 -0.197 0.301
O -8.45 6.683 -6.19 -0.424 -0.292 -0.327
O -1.707 -7.606 -7.659 -0.562 0.164 0.237
O -6.863 4.54 24.215 -0.027 -0.176 -0.04
O -4.546 5.521 -2.938 -0.025 0.203 0.365
O -9.92 1.676 -3.442 0.436 -0.247 -0.531
O -3.028 2.133 -6.429 0.206 -0.216 -0.28
O 2.731 -8.011 -1.436 0.031 0.192 -0.552
O -8.01 -0.332 23.408 -0.049 0.231 -0.149
O -8.972 -0.542 -6.075 0.48 0.272 0.097
O -4.997 -1.732 -7.385 0.255 -0.023 0.325
O -6.11 -1.097 -2.636 0.11 -0.347 -0.515
O -9.275 -7.748 21.457 0.007 0.583 -0.327
O 2.507 6.484 -8.493 -0.137 -0.342 -0.068
O 0.101 5.658 -4.351 0.277 0.333 -0.302
O -4.11 -3.006 24.209 0.303 -0.004 0.292
O -6.683 -2.535 23.909 -0.18 -0.553 0.018
O -10.737 7.701 -5.343 0.048 0.028 -0.34
O -8.742 -5.261 23.256 0.223 -0.249 -0.128
O 1.987 -1.327 23.53 0.13 -0.078 0.162
O 0.344 -3.314 23.058 -0.57 -0.136 0.187
O 0.231 -1.129 -7.236 -0.23 0.237 0.506
O -0.77 1.631 -5.008 -0.145 -0.332 -0.52
O 2.119 -0.404 -5.506 -0.039 -0.209 0.556
O -0.763 -3.286 -8.341 0.052 -0.259 -0.354
O 3.423 -4.992 -7.484 0.05 0.093 -0.32
O -2.483 -6.347 -2.682 -0.143 0.023 -0.31
O 3.402 4.221 -7.377 0.562 -0.129 0.059
O -6.9 6.215 -8.332 0.402 -0.313 0.033
O -9.2 -2.677 23.137 -0.333 0.384 0.424
O -0.372 -5.432 -1.317 0.475 0.193 -0.165

Results
total energy: -109108.975 eV
total energy less fixed offsets of O -438.25, Si -107.07 eV per atom: -5.525 eV
